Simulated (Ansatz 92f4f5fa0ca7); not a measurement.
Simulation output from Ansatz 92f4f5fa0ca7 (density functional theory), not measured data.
Periodic cell of 212 atoms, Si132O80, from a study of silicon, its oxide and their interface. The atomic structure is a simulated model.
Doubt: the cutoff is far below the 930 eV that the study's wrapper takes by default for these files, so forces and energies are approximate.

Settings
functional: PBE
potential files: Ansatz PAW
basis: plane waves
wave-function cutoff: 580 eV
density cutoff ratio: 5
exchange-correlation grid ratio: 1
k mesh: 1 x 1 x 1, Gamma-centred
self-consistency stop: 5e-08 eV per atom in the density residual
occupations: fixed
spin: none
net charge: 0

Cell vectors (angstrom)
a  10.938  0  0
b  0  10.938  0
c  0  0  31.7397

Atoms: element, x, y, z (angstrom)
Si  -0.3943  0.3684  24.3435
Si  6.1869  -0.5649  24.3228
Si  2.1362  3.324  24.3955
Si  8.633  2.0884  24.3078
Si  0.4859  5.0896  24.241
Si  4.751  6.122  24.3156
Si  3.0506  7.9264  24.4635
Si  7.7682  8.5422  24.3112
Si  1.2803  1.4659  25.617
Si  6.9349  1.2411  25.7043
Si  4.0323  4.185  25.5318
Si  9.56  4.0619  25.3864
Si  1.3721  6.794  25.6488
Si  6.7048  6.8497  25.5416
Si  4.2153  9.6343  25.5505
Si  9.5301  9.548  25.5654
Si  2.7391  0.0436  26.8883
Si  8.26  -0.0755  27.0582
Si  -0.0747  2.8  26.9777
Si  5.4639  2.7429  26.8794
Si  2.7356  5.4632  27.0247
Si  8.1747  5.4485  26.8338
Si  -0.0144  8.2006  26.9262
Si  5.4614  8.2297  26.998
Si  4.1018  1.3673  28.3214
Si  9.5708  1.3673  28.3214
Si  1.3673  4.1018  28.3214
Si  6.8362  4.1018  28.3214
Si  4.1018  6.8362  28.3214
Si  9.5708  6.8362  28.3214
Si  1.3673  9.5708  28.3214
Si  6.8362  9.5708  28.3214
Si  0  0  29.6887
Si  5.469  0  29.6887
Si  2.7345  2.7345  29.6887
Si  8.2035  2.7345  29.6887
Si  0  5.469  29.6887
Si  5.469  5.469  29.6887
Si  2.7345  8.2035  29.6887
Si  8.2035  8.2035  29.6887
Si  1.3673  1.3673  31.0559
Si  6.8362  1.3673  31.0559
Si  4.1018  4.1018  31.0559
Si  9.5708  4.1018  31.0559
Si  1.3673  6.8362  31.0559
Si  6.8362  6.8362  31.0559
Si  4.1018  9.5708  31.0559
Si  9.5708  9.5708  31.0559
Si  2.7345  0  0.6835
Si  8.2035  0  0.6835
Si  0  2.7345  0.6835
Si  5.469  2.7345  0.6835
Si  2.7345  5.469  0.6835
Si  8.2035  5.469  0.6835
Si  0  8.2035  0.6835
Si  5.469  8.2035  0.6835
Si  4.1018  1.3673  2.0507
Si  9.5708  1.3673  2.0507
Si  1.3673  4.1018  2.0507
Si  6.8362  4.1018  2.0507
Si  4.1018  6.8362  2.0507
Si  9.5708  6.8362  2.0507
Si  1.3673  9.5708  2.0507
Si  6.8362  9.5708  2.0507
Si  0  0  3.418
Si  5.469  0  3.418
Si  2.7345  2.7345  3.418
Si  8.2035  2.7345  3.418
Si  0  5.469  3.418
Si  5.469  5.469  3.418
Si  2.7345  8.2035  3.418
Si  8.2035  8.2035  3.418
Si  1.3992  1.3411  4.7558
Si  6.7793  1.3901  4.8561
Si  4.1214  4.0957  4.7419
Si  9.5507  4.111  4.8071
Si  1.3906  6.8608  4.8576
Si  6.8351  6.8189  4.7274
Si  4.0886  9.6006  4.9078
Si  9.6423  9.4984  4.6873
Si  2.6584  0.0691  6.3396
Si  8.268  -0.0841  5.9542
Si  0.0379  2.7269  6.0732
Si  5.3476  2.7823  6.279
Si  2.8479  5.4957  6.1381
Si  8.1246  5.4608  6.1588
Si  -0.0008  8.2392  6.236
Si  5.5406  8.1482  6.1591
Si  3.4403  1.9869  7.5648
Si  10.0011  0.8851  7.1662
Si  1.7663  3.7901  7.3035
Si  6.4175  4.5135  7.5285
Si  4.6907  6.3291  7.4343
Si  9.2429  7.0946  7.4183
Si  0.7438  10.1462  7.5073
Si  7.4571  9.0331  7.2387
O  0.7824  9.962  9.1949
O  1.2118  4.6296  8.6435
O  5.1934  -1.3293  10.5935
O  6.9177  9.8935  8.5733
O  3.6482  1.6916  9.2133
O  4.5268  6.7442  9.1337
O  6.4585  5.1047  9.3295
O  9.8909  6.2102  8.7187
O  2.4467  2.931  22.7943
O  6.2977  10.8607  22.6922
O  7.6867  2.2763  22.9159
O  0.3424  5.6181  22.6618
O  2.3197  8.6352  23.1126
O  8.1813  8.0128  22.7806
O  4.9269  5.8017  22.7053
O  11.3097  10.5903  23.0132
Si  0.3414  3.6886  14.8975
Si  6.8442  11.2229  14.0548
Si  4.0155  2.1038  10.7461
Si  3.3978  1.7155  22.2843
Si  1.8798  10.1082  22.5654
Si  4.751  10.2534  12.0282
Si  13.3673  11.1998  19.8679
Si  6.3911  13.4611  17.0152
Si  9.7034  3.4353  19.671
Si  2.7449  17.5645  19.3985
Si  -1.4513  13.3098  16.8945
Si  1.5865  8.6315  15.6483
Si  1.0642  6.3202  12.1692
Si  10.4452  11.5932  19.0414
Si  9.5455  6.1079  14.0028
Si  5.4356  14.1544  14.3644
Si  11.0131  5.878  21.0692
Si  6.4012  12.4353  22.2401
Si  -1.0254  2.0768  9.9762
Si  5.3683  5.7441  21.1529
Si  5.846  6.4779  10.0753
Si  7.005  16.1099  12.4695
Si  2.5816  14.6424  12.9254
Si  11.4945  10.7439  10.6244
Si  8.7622  11.0692  11.7961
Si  13.0812  9.0909  12.5908
Si  6.7196  3.2561  20.0061
Si  8.578  9.2621  18.8533
Si  8.1434  7.4304  21.2558
Si  6.8285  3.5804  10.0705
Si  6.7029  -1.6079  10.0681
Si  6.3134  10.4718  17.0228
Si  -0.1332  5.067  9.4629
Si  -0.9308  7.5516  16.6645
Si  1.4778  5.8635  16.8059
Si  3.591  9.3562  17.8153
O  8.3396  11.2588  13.3666
O  7.7117  -0.851  11.0608
O  10.1733  10.3099  11.5032
O  2.4284  5.6181  18.1206
O  9.6003  6.7203  20.9383
O  4.9339  2.1155  22.6722
O  9.7432  3.5386  18.0269
O  -4.0038  10.4755  15.5029
O  3.0869  8.0687  18.6899
O  0.4505  12.3734  10.379
O  6.8055  17.4493  21.0128
O  6.1247  1.7594  14.0561
O  1.3987  6.61  20.3753
O  3.5214  10.6341  18.8191
O  9.2071  17.9125  15.3501
O  6.9248  -3.2369  9.9998
O  14.0724  12.4355  20.6823
O  13.8102  14.0021  11.4401
O  -0.9628  3.6822  9.7622
O  5.9457  -0.6562  13.1053
O  10.8395  17.685  13.2438
O  4.1055  6.2496  20.2288
O  -3.0135  13.3517  16.4152
O  2.0569  7.0559  15.8184
O  5.8238  6.0282  11.6569
O  4.1872  0.808  11.7204
O  6.582  1.7378  20.6269
O  8.2146  17.0401  13.0503
O  1.1294  11.6446  19.0036
O  -0.0112  17.2899  17.3071
O  7.6469  4.0941  11.4
O  5.4671  14.3253  15.9867
O  2.976  11.2499  23.0581
O  10.8044  4.4342  20.3172
O  8.987  8.0775  17.8016
O  7.9189  8.6304  20.1849
O  12.7234  18.66  11.789
O  6.3904  3.2994  18.426
O  1.3369  15.4403  15.92
O  2.2154  16.237  12.7506
O  7.4853  10.2051  18.1121
O  5.6361  4.1963  20.7488
O  2.6064  9.5557  16.522
O  -5.2007  11.9841  17.2415
O  9.3907  1.2253  8.6851
O  10.9983  8.7796  16.2253
O  10.5307  13.4116  15.6601
O  3.9038  14.3347  13.8376
O  -0.9574  1.8587  20.0663
O  7.1972  3.0548  8.6251
O  9.8327  11.8729  17.5612
O  -1.0725  10.1202  19.4089
O  1.2616  14.0119  13.6849
O  12.8839  10.0542  20.9353
O  10.0176  15.5276  14.3681
O  1.5418  9.118  14.0994
O  0.3322  5.6723  10.891
O  8.2286  3.8412  20.232
O  3.7423  9.2151  12.739
O  -5.8065  9.3517  17.2443
O  5.464  2.8934  10.7276
O  1.7486  10.3644  11.6546
O  6.3259  4.4111  13.7193
O  8.8303  1.6459  11.1497

Results
free energy: -129408.585 eV
free energy less fixed offsets of O -568.88, Si -635.61 eV per atom: 2.335 eV

Forces (eV/angstrom), in the order of the atoms: element, x, y, z
Si  0.1052  -0.0867  -0.0124
Si  -0.0779  0.1045  -0.0336
Si  0.0488  -0.0713  -0.0015
Si  -0.1038  0.0672  -0.0074
Si  -0.0645  0.1018  -0.0573
Si  0.1261  -0.085  -0.0724
Si  -0.1102  0.0794  -0.0222
Si  0.078  -0.1281  -0.0483
Si  0.0089  0.0055  -0.0144
Si  -0.0085  0.0106  -0.0157
Si  -0.0059  -0.0089  -0.0265
Si  0.0137  -0.0135  0.0035
Si  0.0048  0.0065  0.0026
Si  -0.0149  -0.0033  -0.0195
Si  0.0234  0.0111  -0.0078
Si  -0.0119  0.0027  -0.0017
Si  -0.0174  -0.0141  0.0148
Si  0.0064  -0.0127  0.0204
Si  0.0088  -0.0039  -0.0057
Si  0.0052  0.0049  0.0174
Si  0.0073  -0.0053  0.0116
Si  0.003  0.0104  -0.004
Si  0.0039  0.0007  -0.0008
Si  -0.0001  0.0143  -0.0092
Si  -0.0126  0.189  -0.4126
Si  0.0651  0.1409  0.4707
Si  -0.2464  -0.0027  0.3852
Si  0.0348  -0.0576  -0.5891
Si  0.0051  0.1627  0.3998
Si  -0.2713  -0.2058  -0.5608
Si  0.1477  0.0983  -0.4999
Si  -0.0008  -0.2767  0.7251
Si  0.074  0.1828  0.0127
Si  0.1079  -0.0457  -0.013
Si  -0.0943  -0.0145  0.002
Si  -0.0074  -0.1368  0.0114
Si  0.0673  -0.0783  0.0111
Si  -0.0014  0.0999  -0.0057
Si  0.061  -0.0506  0.0228
Si  -0.1858  -0.0347  0.0483
Si  0.0645  -0.0864  0.0261
Si  -0.0571  0.0678  -0.0213
Si  0.0105  -0.0131  -0.0077
Si  -0.0544  0.0514  -0.0365
Si  -0.0772  0.0559  -0.0179
Si  0.0934  -0.0396  0.031
Si  -0.0446  0.078  -0.0282
Si  0.0288  -0.0642  -0.0187
Si  0.0301  -0.0406  0.0201
Si  -0.0312  0.0324  -0.0061
Si  -0.0323  0.0428  -0.0107
Si  0.0515  -0.059  0.0344
Si  -0.0303  0.0528  -0.0017
Si  0.0368  -0.0842  0.0195
Si  0.0537  -0.0219  0.0399
Si  -0.0288  0.0059  -0.0108
Si  -0.0392  0.0261  -0.0421
Si  -0.0147  -0.0775  0.0504
Si  0.0155  -0.0711  0.0284
Si  -0.0312  0.0643  -0.0613
Si  0.0621  -0.0356  0.0325
Si  -0.0931  0.0318  -0.0781
Si  0.0267  0.1471  -0.0672
Si  0.0507  -0.0444  0.0385
Si  0.4045  -0.1111  -0.5182
Si  -0.2299  0.0986  0.5604
Si  0.1042  -0.0598  -0.2888
Si  -0.308  -0.0469  0.4063
Si  0.0536  0.2334  0.4817
Si  0.0869  -0.1772  -0.5329
Si  0.0546  0.2854  0.6079
Si  0.0671  -0.3263  -0.5697
Si  -0.022  0.0024  -0.0628
Si  -0.0501  0.0224  -0.0473
Si  0.0152  0.0202  -0.0225
Si  -0.0237  -0.0254  0.0339
Si  -0.0186  -0.0068  -0.0304
Si  -0.0338  -0.0365  -0.0575
Si  -0.0072  -0.004  -0.0227
Si  0.0083  0.0482  -0.0753
Si  0.0062  -0.0098  -0.0136
Si  -0.0399  -0.1188  0.141
Si  0.0608  0.0333  0.0767
Si  0.0408  -0.0517  -0.0072
Si  0.0597  -0.006  0.0351
Si  0.0018  0.0382  -0.0177
Si  0.0187  0.0164  0.025
Si  -0.026  -0.0895  0.0857
Si  0.1552  -0.0197  0.1631
Si  -0.2604  0.2066  0.2522
Si  -0.151  0.0463  -0.024
Si  0.3251  -0.7859  -0.0619
Si  -0.1392  0.095  0.0346
Si  -0.0122  -0.1061  -0.058
Si  0.0877  -0.1183  0.062
Si  -0.0228  0.2338  0.0288
O  -0.0308  0.0436  -0.0413
O  -0.1797  -0.0223  0.1113
O  0.0052  -0.0473  0.0012
O  0.0631  -0.1542  0.005
O  -0.1334  0.0253  -0.1377
O  0.2064  -0.1474  -0.0273
O  0.0749  0.4687  0.4691
O  -0.0327  -0.0121  0.0323
O  -0.0113  0.0058  0.0286
O  0.0161  -0.0507  0.054
O  0.0184  -0.0092  0.019
O  0.0306  -0.0481  0.0811
O  0.0174  -0.0195  0.0179
O  -0.0236  0.0458  0.0566
O  -0.0401  0.0369  0.0708
O  -0.0013  0.0135  0.0175
Si  0.0198  0.0037  -0.0044
Si  -0.0139  -0.005  -0.0267
Si  0.3973  0.1355  0.0371
Si  -0.0363  0.0054  -0.0528
Si  -0.0091  0.0031  -0.0384
Si  0.0173  0.0815  -0.0294
Si  -0.0155  0.0005  -0.076
Si  0.0021  0.0204  0.0035
Si  -0.0206  -0.0237  -0.0211
Si  0.0098  0.0007  -0.0401
Si  0.0026  0.0052  0.0034
Si  0.0154  0.0265  -0.0143
Si  0.0564  0.0296  0.0541
Si  0.014  0.0002  -0.0028
Si  0.0412  -0.0039  0.0208
Si  -0.0207  -0.057  -0.0212
Si  0.019  -0.0149  -0.0438
Si  0.0351  0.0065  -0.036
Si  0.069  -0.383  -0.0753
Si  -0.0052  -0.0039  -0.019
Si  -0.1669  0.2854  0.0624
Si  0.0254  -0.0539  0.1859
Si  0.0381  -0.025  -0.0494
Si  0.0124  -0.0759  0.1192
Si  -0.0735  -0.1118  0.0166
Si  0.0204  -0.0246  0.0157
Si  0.0225  0.0408  -0.035
Si  0.0202  0.0174  -0.0224
Si  -0.0203  0.0135  -0.0513
Si  -1.4107  0.0639  1.2307
Si  0.0195  0.1681  0.0344
Si  -0.0085  0.0024  -0.0242
Si  0.2512  0.1148  0.0615
Si  0.0085  0.0111  -0.0038
Si  0.0098  0.0104  0.0015
Si  -0.0081  -0.0045  -0.0057
O  0.0118  0.0111  -0.0249
O  -0.0592  -0.0698  -0.0714
O  0.0534  0.0251  -0.0497
O  -0.0082  0.0048  0.0014
O  -0.012  0.0153  0.0288
O  -0.0023  0.0085  0.0155
O  0.0011  0.0026  0.0047
O  0.001  -0.0078  0.0219
O  0.0047  -0.0004  0.006
O  -0.028  0.0726  -0.0621
O  0.0133  0.0219  0.0266
O  0.0011  0.0279  0.0227
O  -0.0251  0.0049  0.0277
O  -0.0159  0.014  0.028
O  -0.0054  -0.0098  -0.0152
O  0.016  -0.1124  -0.0033
O  0.0224  0.0176  0.0418
O  0.063  -0.0665  0.011
O  -0.1759  -0.1615  -0.0459
O  0.004  -0.0078  -0.0157
O  -0.0221  -0.0114  -0.0206
O  0.0266  -0.0039  0.0251
O  0.0038  0.0071  0.0079
O  -0.0076  -0.0088  0.001
O  0.0388  -0.019  -0.0578
O  -0.0459  0.1223  -0.0795
O  -0.0151  -0.0219  0.0379
O  -0.0357  -0.0112  -0.0228
O  0.0139  -0.0033  0.0167
O  -0.0072  0.002  -0.0087
O  -0.0209  0.0967  -0.3133
O  0.0065  -0.0037  -0.0005
O  0.0173  0.0082  0.0187
O  0.0144  0.0104  0.0129
O  -0.0149  0.0066  0.0177
O  0.012  -0.0152  0.0273
O  -0.0157  -0.0186  0.0016
O  0.0123  -0.0101  0.0091
O  0.0001  0.0044  0.0046
O  -0.0285  0.0082  -0.0155
O  0.0131  -0.0153  0.0153
O  -0.0012  -0.0216  0.015
O  -0.0112  -0.008  -0.0114
O  0.0021  -0.0026  0.0052
O  0.3068  0.2506  -0.0708
O  0.0187  -0.0226  -0.0031
O  -0.004  -0.0011  -0.0056
O  0.013  0.0073  0.0174
O  0.0006  -0.0009  -0.0026
O  0.3034  -0.1741  -1.043
O  -0.0045  -0.0002  -0.001
O  -0.0164  0.0011  0.0008
O  -0.0115  0.004  -0.0017
O  -0.0136  -0.0164  0.0525
O  -0.0184  0.0137  -0.0157
O  -0.0185  0.0036  0.0202
O  -0.0689  -0.0913  -0.1909
O  -0.0064  -0.008  -0.0033
O  -0.0025  -0.0118  0.0163
O  0.0085  -0.0027  -0.0077
O  0.3685  0.2904  -0.2714
O  -0.0627  0.039  -0.0645
O  0.0324  0.0461  -0.0546
O  0.109  0.1398  -0.1469

The program warned: the cutoff lies below the one the program advises for these potential files; the forces do not sum to zero within the program's tolerance; the exchange-correlation potential is rough where the density is thin.
